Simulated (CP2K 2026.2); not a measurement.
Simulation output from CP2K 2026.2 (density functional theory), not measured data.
Periodic cell of 504 atoms, Si360O144, from a study of silicon, its oxide and their interface. The atomic structure is a simulated model.
Doubt: the forces sum to 2.41 eV/angstrom along one axis rather than to zero, so they err by at least 0.0048 eV/angstrom per atom on average; the grid cutoff is modest.

Settings
functional: PBE
method: Gaussian and plane waves
basis set: DZVP-MOLOPT-SR-GTH
pseudopotentials: GTH-PBE
grid cutoff: 300 Ry, relative cutoff 40 Ry
k points: Gamma only
occupations: fixed
spin: none
net charge: 0

Cell vectors (angstrom)
a 16.32 0 0
b 0 16.32 0
c -7.5424 -5.969 33.4985

Atoms and the computed forces on them: element, x, y, z (angstrom), force x, y, z (eV/angstrom)
Si 0.976 -1.081 -0.176 0.268 -0.231 0.687
Si 3.742 1.719 -0.074 0.238 -0.242 0.79
Si 1.512 3.981 0.046 -0.155 0.226 0.744
Si 4.562 6.64 0.186 -0.227 -0.051 0.669
Si 1.292 -6.939 -0.093 0.223 -0.109 0.643
Si 4.393 -4.328 0.115 -0.266 0.093 0.645
Si 6.806 -1.674 -0.004 -0.085 0.347 0.623
Si 9.85 1.183 0.037 -0.266 0.054 0.734
Si 6.621 4.317 0.16 0.093 -0.111 0.713
Si 9.731 6.538 0.231 -0.117 0.189 0.675
Si 6.591 9.795 0.348 0.055 -0.15 0.743
Si -7.316 -3.903 0.137 0.359 -0.05 0.737
Si -4.292 -1.078 -0.007 0.048 -0.195 0.692
Si -1.196 1.234 0.072 -0.155 0.172 0.741
Si -4.262 4.363 0.151 0.159 -0.27 0.699
Si -1.69 7.045 0.207 0.132 -0.096 0.794
Si -3.824 -7.006 0.104 -0.198 0.072 0.711
Si -0.96 -4.691 -0.223 -0.16 0.369 0.736
Si 2.667 -0.006 1.145 -0.023 0.01 -0.063
Si 5.363 2.74 1.331 -0.004 0.004 -0.065
Si 2.782 5.511 1.307 0.02 -0.006 -0.069
Si 5.573 8.135 1.607 0.018 -0.014 -0.022
Si 2.749 -5.575 1.227 -0.032 -0.025 -0.057
Si 5.428 -2.774 1.529 0.002 -0.033 -0.033
Si 8.079 0.017 1.14 0.038 0.008 -0.043
Si -5.374 2.711 1.431 -0.01 -0.003 -0.036
Si 8.186 5.394 1.542 -0.022 0.005 -0.034
Si -5.481 8.232 1.389 0.009 0.016 -0.064
Si 8.047 -5.329 1.697 0.012 0.013 -0.065
Si -5.481 -2.767 1.166 -0.024 0.022 -0.065
Si -2.735 0.013 1.366 0.004 0.003 -0.029
Si -0.018 2.786 1.382 0.005 -0.017 -0.049
Si -2.761 5.473 1.532 -0.018 0.014 -0.033
Si 0.008 8.114 1.401 -0.02 0.014 -0.047
Si -2.591 -5.486 1.33 0.02 0.022 -0.075
Si -0.026 -2.84 1.062 0.005 -0.027 -0.039
Si 1.368 1.347 2.646 0.033 0 0.039
Si 4.067 4.114 2.731 -0.003 -0.001 0.036
Si 1.387 6.775 2.723 0.019 -0.011 0.001
Si 4.061 9.498 2.764 -0.003 0.018 0.021
Si 1.372 -4.117 2.54 -0.003 -0.002 0.012
Si 3.996 -1.319 2.634 -0.025 0.025 0.024
Si 6.769 1.344 2.609 0.025 0.011 0.004
Si 9.532 3.993 2.816 -0.003 -0.01 0.042
Si 6.921 6.797 2.92 0.021 -0.022 0.035
Si 9.523 -6.759 2.8 -0.002 -0.02 0.028
Si 6.72 -4.011 3.014 -0.011 0.024 0.04
Si -6.848 -1.365 2.576 -0.039 -0.003 0.01
Si -4.021 1.372 2.782 -0.01 -0.004 0.008
Si -1.357 4.095 2.783 0 0.003 0.003
Si -4.155 6.85 2.815 -0.007 0.012 0.05
Si -1.309 -6.813 2.773 -0.03 -0.019 0.034
Si -4.057 -4.075 2.572 -0.004 0.011 -0.004
Si -1.358 -1.479 2.567 0.024 0.009 0.036
Si -0.007 -0.063 3.961 -0.015 0.002 -0.018
Si 2.71 2.71 4.053 -0.002 0.006 -0.015
Si 0.029 5.436 4.105 0.005 0.01 0.01
Si 2.703 8.15 4.111 -0.011 0.007 -0.012
Si 0.044 -5.406 4.046 -0.005 0.018 -0.017
Si 2.673 -2.733 3.981 0.008 -0.037 0
Si 5.408 0.008 4.003 0.01 -0.004 -0.008
Si 8.114 2.645 4.079 0.001 0.004 0.026
Si 5.445 5.429 4.133 -0.022 0.001 -0.02
Si 8.231 -8.125 4.216 0.008 -0.007 0.016
Si 5.359 -5.465 4.198 0.02 -0.009 0.025
Si 8.196 -2.627 4.139 0.027 -0.003 -0.003
Si -5.474 -0.024 4.01 -0.013 -0.006 -0.033
Si -2.689 2.723 4.139 -0.014 0.004 0.027
Si -5.462 5.426 4.149 -0.003 0.018 -0.023
Si -2.716 8.172 4.122 0.017 -0.009 -0.008
Si -5.377 -5.397 4.052 0.018 0.016 0.007
Si -2.732 -2.739 3.998 -0.002 0.002 0.016
Si 1.362 -1.326 16.292 0.001 -0.005 -0.017
Si 4.086 1.363 16.334 -0.002 0 -0.004
Si 1.344 4.078 16.355 -0.008 -0.004 0.006
Si 4.06 6.789 16.339 -0.009 -0.008 0.003
Si 1.367 -6.799 16.312 -0.001 0.004 -0.006
Si 4.094 -4.069 16.308 0.004 0.014 -0.005
Si 6.791 -1.352 16.327 0 -0.013 -0.01
Si -6.797 1.371 16.331 0.001 0.006 -0.006
Si 6.815 4.087 16.305 0.012 0.004 -0.02
Si -6.792 6.779 16.294 -0.022 0 -0.007
Si 6.814 -6.771 16.293 0.004 0.014 -0.003
Si -6.813 -4.095 16.31 -0.01 -0.018 -0.006
Si -4.06 -1.33 16.332 0.017 0.006 -0.004
Si -1.364 1.361 16.358 -0.001 0 0.002
Si -4.088 4.071 16.323 0.003 -0.001 -0.002
Si -1.374 6.761 16.307 0.001 -0.002 -0.007
Si -4.094 9.505 16.293 -0.009 -0.003 -0.012
Si -1.34 -4.069 16.287 0.007 -0.009 -0.014
Si 2.733 -0.015 17.683 -0.015 -0.011 0.017
Si 5.452 2.75 17.667 0.013 -0.011 -0.004
Si 2.696 5.43 17.736 0.005 0.015 0.007
Si 5.448 8.191 17.616 0.01 0.007 0.01
Si 2.72 -5.412 17.657 -0.001 -0.007 0.027
Si 5.458 -2.734 17.695 -0.006 0.002 -0.004
Si 8.125 0.04 17.676 -0.017 -0.007 0.016
Si -5.419 2.704 17.705 -0.011 0.003 0.011
Si 8.205 5.404 17.67 -0.009 -0.004 0.008
Si -5.468 8.152 17.656 0.006 -0.02 -0.006
Si 8.148 -5.432 17.711 -0.01 0.008 0.011
Si -5.429 -2.728 17.617 0 -0.011 0.01
Si -2.71 0.011 17.755 0.008 -0.012 0.006
Si -0.021 2.726 17.729 0.003 0.007 0.023
Si -2.761 5.442 17.692 0.016 0.014 0.019
Si 0.027 -8.224 17.629 -0.004 -0.005 -0.016
Si -2.68 -5.477 17.602 0.008 0.011 0.015
Si -0.041 -2.634 17.636 -0.015 0.001 -0.017
Si 1.369 1.331 19.043 -0.019 0.01 -0.043
Si 4.098 4.069 19.059 -0.003 0 -0.008
Si 1.32 6.79 19.104 -0.008 -0.001 -0.013
Si 4.082 -6.802 18.995 -0.005 -0.009 -0.036
Si 1.343 -3.963 18.926 0.024 0.004 -0.013
Si 4.129 -1.35 19.049 0.008 -0.004 -0.015
Si 6.809 1.452 19.071 0.013 0.008 -0.016
Si -6.758 4.047 19.085 -0.005 0.009 -0.012
Si 6.842 6.835 18.925 0.017 0.007 -0.037
Si -6.791 9.513 19.038 -0.001 0.003 -0.015
Si 6.769 -4.103 19.105 -0.013 -0.002 -0.028
Si 9.477 -1.393 18.939 0.018 -0.006 -0.025
Si -4.088 1.358 19.12 -0.008 0.019 -0.003
Si -1.435 4.084 19.079 -0.002 -0.025 -0.017
Si -4.147 6.802 19.046 -0.008 -0.007 -0.02
Si -1.358 -6.905 18.941 -0.011 -0.008 -0.016
Si -3.991 -4.064 18.918 -0.004 0.01 -0.041
Si -1.348 -1.343 19.14 0.022 -0.008 -0.015
Si 0.019 0.038 20.507 0.012 0.004 0.065
Si 2.764 2.657 20.4 0.003 -0.022 0.054
Si -0.096 5.451 20.465 -0.015 0.017 0.029
Si 2.745 8.163 20.389 -0.001 -0.013 0.05
Si -0.006 -5.428 20.124 0.006 -0.011 0.011
Si 2.703 -2.67 20.375 -0.012 0.002 0.031
Si 5.448 0.086 20.406 -0.018 -0.021 0.046
Si 8.222 2.727 20.506 -0.017 -0.021 0.051
Si 5.498 5.503 20.285 0.015 0.019 0.038
Si 8.174 8.128 20.379 -0.009 -0.004 0.049
Si 5.389 -5.488 20.454 0.025 0.02 0.055
Si 8.161 -2.704 20.386 -0.04 -0.009 0.048
Si -5.506 -0.079 20.33 -0.018 -0.003 0.049
Si -2.792 2.754 20.529 -0.002 0.019 0.074
Si -5.455 5.438 20.474 0.008 0.027 0.061
Si -2.747 -8.201 20.379 0.013 0.015 0.037
Si -5.305 -5.446 20.24 0.016 -0.022 0.046
Si -2.732 -2.755 20.435 -0.009 0.005 0.08
Si 1.668 -1.077 21.784 -0.134 -0.059 -0.735
Si 3.906 1.159 21.867 0.132 0.146 -0.715
Si 1.143 3.817 21.585 0.061 0.199 -0.78
Si 4.335 6.982 21.681 -0.213 -0.092 -0.744
Si 1.535 -6.48 21.487 0.071 -0.142 -0.665
Si 3.738 -4.312 21.681 0.204 0.071 -0.719
Si 7.038 -1.058 21.667 -0.054 -0.145 -0.713
Si -6.972 1.03 21.769 0.014 0.258 -0.738
Si 7.07 4.445 21.642 0.049 -0.181 -0.762
Si -7.008 6.614 21.793 0.155 0.17 -0.724
Si 6.541 -7.156 21.683 0.079 0.249 -0.794
Si 9.821 -3.934 21.493 -0.148 -0.002 -0.698
Si -4.433 -1.656 21.67 0.225 0.04 -0.777
Si -1.129 1.676 21.782 -0.126 -0.227 -0.78
Si -3.984 4.292 21.925 -0.121 -0.177 -0.717
Si -1.756 6.531 21.805 0.186 0.033 -0.717
Si -3.81 -6.568 21.682 -0.134 -0.136 -0.739
Si -1.529 -4.439 21.569 -0.038 0.195 -0.649
Si 8.045 2.378 -6.956 0.037 -0.023 -0.011
Si -3.115 -0.591 -5.39 -0.011 -0.066 0.033
Si -7.879 -6.228 -1.878 -0.021 0.1 0.22
Si -2.981 -1.331 24.25 -0.037 -0.081 0.005
Si -4.892 -2.776 -6.612 0.026 -0.03 0.007
Si -4.277 -7.31 -5.257 -0.09 0.098 -0.03
Si 2.349 7.224 -6.654 -0.171 0.138 -0.03
Si -5.197 -6.33 -2.587 -0.033 0.052 0.166
Si 3.295 -2.297 -4.793 0.183 -0.003 0.089
Si 5.772 -3.086 23.532 -0.112 0.063 -0.099
Si 0.749 -1.755 -3.19 -0.019 0.078 0.145
Si -6.575 -5.706 25.585 -0.01 0.021 -0.004
Si 3.461 4.951 -3.61 0.089 0.079 -0.003
Si -1.818 1.255 24.837 0.07 -0.028 -0.118
Si 4.999 -6.44 -7.206 0.024 -0.054 -0.076
Si -0.085 7.298 -4.527 -0.032 -0.042 0.061
Si 8.006 6.398 -6.841 0.007 0.005 0.031
Si -6.197 4.413 -6.833 -0.062 -0.028 0.014
Si -0.274 -2.611 23.654 0.109 -0.061 -0.15
Si -2.469 3.129 -2.134 0.02 0.082 0.186
Si -6.094 -3.507 -3.744 -0.062 -0.018 0.036
Si -6.065 6.719 -5.126 -0.016 -0.056 -0.023
Si 3.085 7.724 -2.157 -0.092 -0.024 0.112
Si -3.868 -2.029 -2.831 0.094 -0.036 0.167
Si -3.568 6.594 26.13 -0.014 0.085 -0.102
Si 3.835 4.851 25.968 0.074 -0.054 0.047
Si 7.272 -4.304 -3.663 0.045 -0.039 -0.044
Si -0.329 5.354 -2.102 -0.025 -0.048 0.059
Si -5.766 2.706 24.086 0.118 0.064 -0.166
Si 6.319 6.154 -4.327 0.062 0.004 0.115
Si 4.326 0.343 -5.568 0.065 0.057 0.088
Si 5.468 2.983 23.967 -0.036 -0.148 -0.178
Si 7.412 -0.115 -5.737 0.032 0.096 0.016
Si -0.334 0.243 -5.157 -0.114 0.017 -0.017
Si 4.426 -7.973 -4.759 -0.046 -0.021 0.077
Si 7.265 2.193 -4.205 -0.073 -0.129 -0.052
Si 7.917 -5.251 23.461 -0.017 0.009 -0.03
Si -7.378 6.124 -2.536 -0.09 -0.035 -0.015
Si -7.602 3.315 -1.954 -0.053 0.004 0.247
Si 0.177 8.011 23.573 -0.08 -0.051 -0.097
Si -0.949 5.928 -6.776 0.025 0.012 -0.071
Si 6.695 -4.314 -6.651 -0.019 0.055 -0.069
Si -7.698 -2.294 -7.195 0.056 0.1 -0.047
Si -1.282 -6.51 -5.158 0.076 0.142 0.093
Si 4.416 2.093 -3 -0.054 -0.02 0.03
Si 5.106 -2.677 -2.211 -0.124 0.152 0.002
Si -2.607 2.177 -4.976 0.113 -0.092 -0.007
Si -4.427 -3.684 25.876 -0.006 0.104 -0.125
Si 5.557 -1.892 26.202 -0.069 -0.058 0.038
Si 2.366 5.701 23.65 0.097 0.055 -0.073
Si -1.581 -3.953 -3.223 0.117 -0.15 0.032
Si -5.365 -8.103 24.027 0.009 -0.039 -0.167
Si 8.103 2.695 25.558 -0.083 0.074 0.015
Si 1.688 4.565 -6.219 0.03 0.033 0.053
Si 1.336 -1.383 5.376 0.006 0.009 0.002
Si 4.082 1.363 5.407 0.011 0 0.003
Si 1.366 4.054 5.445 0.014 -0.006 0.012
Si 4.076 6.796 5.467 0.01 0.003 0.006
Si 1.357 9.541 5.444 -0.01 0.007 0.008
Si 4.005 -4.049 5.453 -0.013 0.001 0.006
Si 6.776 -1.301 5.438 -0.014 -0.001 0.002
Si 9.505 1.316 5.425 -0.02 -0.004 0.002
Si 6.793 4.039 5.458 0.02 0.009 0.007
Si -6.777 6.788 5.535 0.017 0 0.02
Si 6.789 -6.796 5.508 -0.002 0.004 0.009
Si -6.76 -4.049 5.428 0.007 -0.006 0.01
Si -4.09 -1.375 5.373 -0.002 0.003 0.001
Si -1.327 1.304 5.403 0.022 -0.002 0.003
Si -4.067 4.08 5.476 -0.008 0 0.008
Si -1.347 6.8 5.454 -0.011 -0.007 0.002
Si -4.058 -6.763 5.457 -0.017 -0.02 0.005
Si -1.361 -4.073 5.392 -0.004 -0.002 0
Si 2.713 -0.019 6.745 0.006 -0.002 0.006
Si 5.426 2.7 6.813 0.003 0.002 -0.008
Si 2.716 5.426 6.81 -0.012 -0.003 -0.003
Si 5.433 -8.174 6.84 -0.002 0.008 0.003
Si 2.69 -5.425 6.826 -0.001 0.01 0.005
Si 5.421 -2.699 6.776 0.014 -0.008 -0.002
Si 8.143 0.013 6.823 -0.004 -0.002 0.001
Si -5.454 2.698 6.785 -0.002 0.002 -0.002
Si -8.174 5.414 6.829 -0.007 0.008 0
Si -5.406 -8.139 6.831 0.008 -0.012 0.001
Si -8.141 -5.407 6.799 0.003 -0.006 -0.005
Si -5.412 -2.711 6.798 -0.006 0 -0.006
Si -2.728 -0.02 6.755 -0.015 0.003 -0.004
Si 0.007 2.682 6.786 0.006 -0.008 -0.001
Si -2.702 5.44 6.821 0.003 -0.002 0.003
Si -0.001 8.176 6.805 0.004 0.004 -0.001
Si -2.694 -5.418 6.804 0.004 0 -0.004
Si -0.017 -2.714 6.771 -0.016 -0.002 -0.002
Si 1.373 1.337 8.142 -0.007 0.008 -0.002
Si 4.075 4.071 8.169 0.013 0.004 0.001
Si 1.359 6.802 8.156 0.001 -0.003 -0.012
Si 4.07 -6.79 8.169 0.008 0.008 -0.001
Si 1.328 -4.066 8.166 -0.005 -0.015 0.002
Si 4.067 -1.351 8.145 0.008 0.002 -0.011
Si 6.793 1.367 8.184 0.01 0.011 0.003
Si -6.799 4.058 8.168 -0.008 0.001 -0.002
Si 6.793 6.782 8.186 -0.012 -0.017 0.003
Si -6.795 -6.785 8.165 0 0.002 -0.011
Si 6.796 -4.056 8.141 0.007 -0.001 -0.001
Si -6.799 -1.363 8.151 -0.01 -0.005 0.002
Si -4.079 1.344 8.134 -0.001 -0.005 -0.007
Si -1.347 4.055 8.152 -0.009 -0.001 -0.005
Si -4.057 6.807 8.181 0.008 0.019 0.002
Si -1.355 -6.791 8.171 -0.005 0 0.002
Si -4.062 -4.069 8.165 0.006 0.002 -0.003
Si -1.372 -1.362 8.139 0.006 -0.009 -0.004
Si -0.003 -0.007 9.5 -0.009 -0.001 -0.004
Si 2.716 2.706 9.518 0.009 -0.001 -0.004
Si 0.003 5.432 9.511 0.011 0.005 -0.006
Si 2.715 -8.16 9.524 -0.006 -0.001 -0.007
Si -0.007 -5.432 9.538 -0.011 0.005 0.003
Si 2.711 -2.712 9.511 -0.004 -0.003 -0.004
Si 5.428 -0.001 9.522 0.009 0.003 -0.001
Si -8.163 2.719 9.541 -0.012 0.007 0.002
Si 5.43 5.427 9.539 0.001 0 0.003
Si -8.157 -8.157 9.517 -0.002 0.002 -0.002
Si 5.444 -5.427 9.506 0.009 -0.007 -0.002
Si -8.162 -2.713 9.514 0.001 -0.007 0.002
Si -5.439 -0.003 9.51 -0.006 0.002 -0.003
Si -2.722 2.705 9.502 -0.002 0.005 -0.001
Si -5.437 5.435 9.513 0 -0.004 -0.006
Si -2.707 -8.153 9.537 0.006 -0.005 0.003
Si -5.431 -5.429 9.521 0.005 -0.001 -0.002
Si -2.713 -2.713 9.527 -0.002 -0.003 0.005
Si 1.354 -1.355 10.875 -0.002 0.002 -0.001
Si 4.077 1.36 10.888 0.001 0.004 0.002
Si 1.362 4.078 10.874 -0.007 -0.002 -0.003
Si 4.072 -9.522 10.887 0.006 0 -0.002
Si 1.359 -6.8 10.885 0.001 0.004 -0.002
Si 4.08 -4.073 10.867 0.007 -0.006 -0.002
Si 6.8 -1.354 10.876 0.001 -0.002 0
Si -6.795 1.352 10.882 0.003 0.002 -0.001
Si -9.525 4.076 10.898 0.007 0.012 0.009
Si -6.799 -9.524 10.872 -0.002 0 -0.001
Si -9.521 -6.792 10.869 -0.008 0.003 0.001
Si -6.799 -4.073 10.875 -0.007 -0.002 -0.001
Si -4.081 -1.355 10.88 -0.001 -0.01 -0.003
Si -1.359 1.353 10.866 0.012 -0.001 -0.001
Si -4.075 4.071 10.866 -0.001 -0.001 -0.001
Si -1.349 6.792 10.881 -0.007 0.005 0
Si -4.076 -6.793 10.885 0 -0.005 0.002
Si -1.364 -4.073 10.896 -0.004 -0.005 0.007
Si 2.708 0.007 12.242 -0.005 -0.003 -0.001
Si 5.435 2.715 12.255 -0.001 -0.006 0.005
Si 2.716 5.434 12.247 0.003 0.003 0.001
Si 5.44 -8.154 12.231 0.006 -0.001 0.003
Si 2.731 -5.44 12.232 -0.003 0.004 -0.001
Si 5.435 -2.71 12.23 0.008 -0.001 -0.004
Si 8.163 -0.002 12.244 -0.005 -0.001 0.003
Si -5.434 2.718 12.232 -0.003 0.006 0
Si -8.164 5.446 12.242 -0.011 -0.003 0.008
Si -5.435 -8.168 12.229 -0.002 0.003 0.002
Si -8.16 -5.436 12.23 0.006 -0.006 0.001
Si -5.443 -2.714 12.24 -0.002 0.002 0
Si -2.719 0.004 12.237 -0.006 -0.001 0.003
Si -0.002 2.718 12.226 -0.004 0.007 -0.002
Si -2.713 5.426 12.231 0.003 0.004 0.003
Si 0.002 8.156 12.245 0.004 -0.004 -0.001
Si -2.725 -5.433 12.253 0.002 0.003 0.003
Si 0.004 -2.713 12.245 0.002 -0.01 -0.001
Si 1.358 1.38 13.601 -0.011 0.001 -0.004
Si 4.074 4.078 13.614 0.003 0.002 0.01
Si 1.355 6.793 13.608 -0.007 0.002 0.009
Si 4.086 -6.8 13.598 0.005 0.003 -0.004
Si 1.375 -4.078 13.588 0.012 -0.008 -0.005
Si 4.072 -1.354 13.593 -0.002 -0.001 0.001
Si 6.802 1.353 13.607 0.01 -0.001 0.004
Si -6.798 4.077 13.586 0.001 0.004 0.001
Si 6.79 -9.514 13.599 -0.003 0.017 0.002
Si -6.804 -6.811 13.58 0.001 -0.003 0.004
Si 6.805 -4.062 13.583 -0.015 0.001 0.003
Si 9.527 -1.355 13.611 0 -0.013 -0.004
Si -4.076 1.366 13.601 0.003 0.005 0.006
Si -1.362 4.061 13.596 0.014 -0.01 -0.002
Si -4.072 6.788 13.583 0.001 -0.005 0.003
Si -1.36 9.519 13.602 -0.012 0.006 0.004
Si -4.091 -4.072 13.607 -0.008 0 -0.001
Si -1.357 -1.349 13.601 0.006 -0.005 0.008
Si -0.007 0.031 14.957 0.008 -0.003 -0.001
Si 2.713 2.725 14.985 -0.007 -0.002 0
Si -0.004 5.414 14.956 -0.008 0.006 0
Si 2.725 8.155 14.958 0.003 0.006 0.009
Si 0.018 -5.437 14.943 0.01 0.01 -0.016
Si 2.72 -2.715 14.956 -0.014 -0.013 -0.009
Si 5.429 -0.003 14.962 -0.001 -0.005 -0.003
Si 8.169 2.72 14.953 -0.009 0 0.002
Si 5.433 5.446 14.966 0.008 0 -0.003
Si 8.162 -8.163 14.952 -0.004 -0.003 -0.003
Si 5.45 -5.42 14.937 0.013 0.002 0.003
Si 8.157 -2.711 14.963 0.005 0.002 0.005
Si -5.432 0.014 14.967 0.001 0.001 0
Si -2.717 2.712 14.976 0.005 0.002 -0.002
Si -5.431 5.427 14.941 -0.003 -0.001 0.001
Si -2.72 8.145 14.951 0.004 -0.004 0.001
Si -5.457 -5.452 14.944 -0.005 0.005 -0.002
Si -2.723 -2.706 14.956 -0.002 -0.004 0.005
O -6.839 2.08 -1.272 0.113 -0.092 -0.336
O -1.739 1.262 23.228 -0.284 -0.125 0.122
O -7.292 7.343 -6.006 0.093 0.49 0.127
O 2.8 0.01 22.315 -0.218 -0.026 0.558
O 4.604 1.821 23.21 -0.008 0.045 0.438
O 0.562 -7.073 22.637 -0.357 0.199 0.088
O 5.429 8.083 22.196 -0.033 0.128 0.464
O -4.379 7.371 24.985 0.172 -0.147 0.095
O 4.398 -2.206 -3.588 0.235 0.378 -0.037
O -8.156 -0.01 22.256 -0.201 0.141 0.317
O 7.093 2.805 -5.701 -0.454 0.693 -0.194
O 4.32 -3.582 23.032 -0.149 0.39 0.597
O -7.248 -4.903 -1.152 0.083 0.174 -0.407
O 7.289 -6.673 23.055 0.249 -0.212 0.409
O 0.801 0.281 -6.307 0.343 0.115 0.156
O 7.46 -7.063 -0.922 0.038 -0.775 -0.129
O -1.808 1.945 -1.255 0.064 -0.121 -0.156
O 1.345 -1.585 -1.689 0.549 -0.321 -0.23
O -7.399 6.923 -1.136 -0.337 0.41 -0.194
O -8.161 5.527 22.238 -0.226 0.183 0.483
O -0.569 -7.532 -4.105 0.141 0.278 0.538
O -8.134 -1.51 -5.85 0.224 -0.198 0.619
O 8.034 -2.691 -0.377 0.247 0.2 -0.213
O 6.161 3.908 22.862 0.174 0.072 0.223
O -3.972 -0.914 23.046 -0.261 0.353 0.204
O -5.571 -3.207 -5.228 -0.07 -0.153 -0.012
O 1.026 -1.841 23.081 0.237 -0.079 0.352
O 7.654 -5.808 -3.22 -0.252 -0.335 -0.366
O -1.231 7.355 23.125 -0.205 0.301 0.525
O -3.452 0.97 -5.662 -0.503 0.262 -0.177
O -6.381 6.863 -3.561 0.457 0.609 0.144
O 3.512 -7.706 -3.444 -0.285 0.423 -0.228
O -5.405 0.04 -0.476 -0.104 0.041 -0.29
O 1.274 6.847 23.423 -0.064 -0.016 -0.272
O -5.321 5.568 -0.147 0.174 0.042 -0.508
O -3.459 -1.61 -1.323 0.478 -0.006 -0.071
O 1.919 4.364 22.895 0.25 -0.363 0.005
O 3.757 6.248 23.021 0.373 -0.24 0.506
O -7.789 1.127 25.819 0.022 -0.358 -0.316
O 5.954 2.425 -3.327 0.128 0.157 0.305
O 0.195 -7.721 25.067 -0.34 0.409 0.136
O -4.48 -7.192 23.026 0.281 0.115 0.539
O 6.633 2.462 24.944 -0.101 -0.519 -0.114
O -7.213 3.357 24.459 -0.405 0.343 0.016
O 3.357 -0.937 -5.67 -0.347 0.087 -0.312
O -0.591 -3.945 22.808 0.284 -0.455 -0.027
O -5.195 -6.296 -6.14 -0.541 0.078 0.135
O -1.11 6.333 -1.113 -0.068 0.224 -0.131
O -6.771 4.676 -2.122 0.575 -0.192 -0.257
O 1.861 -2.455 -4.106 -0.371 -0.298 -0.177
O 4.985 5.264 -4.094 0.347 -0.24 -0.397
O 0.079 4.73 -6.366 -0.28 -0.287 0.301
O 5.877 -3.048 25.127 0.02 -0.284 0.131
O 6.49 -4.31 -5.057 -0.407 -0.044 0.04
O -0.127 0.104 -0.428 0.005 -0.081 -0.398
O -1.986 6.995 26.178 0.133 0.664 -0.237
O -5.449 -2.38 -2.778 -0.411 0.034 0.479
O -2.643 -5.504 22.149 0.23 0.25 0.481
O 5.478 -5.496 -0.276 0.18 0.145 -0.249
O -8.14 -3.826 -6.969 0.538 -0.64 0.012
O -1.606 -4.512 -1.705 -0.495 0.049 0.034
O -2.527 2.597 25.373 -0.402 0.069 -0.156
O -4.378 -7.174 -3.662 0.463 -0.188 0.208
O -0.512 -2.753 -3.243 -0.088 0.042 0.008
O -3.629 5.005 25.782 -0.504 -0.178 -0.07
O 4.305 1.351 -1.564 0.302 -0.364 -0.137
O 5.568 5.465 -0.378 -0.001 0.039 -0.342
O 8.005 0.768 -6.968 0.241 -0.012 -0.486
O -1.32 6.659 -5.377 -0.794 0.134 0.47
O 2.659 8.138 25.974 0.199 0.446 -0.203
O -6.753 2.901 -6.722 0.534 -0.208 0.394
O -2.781 8.133 -0.351 -0.129 -0.06 -0.488
O 6.174 -1.645 22.928 -0.324 0.306 0.577
O -5.195 2.23 25.544 0.084 0.418 0.225
O -6.276 -7.175 24.984 -0.166 -0.245 0.546
O -4.169 -4.091 -7.233 0.536 0.289 -0.151
O -6.101 1.478 23.075 0.341 -0.174 0.078
O 0.345 -0.299 -3.788 0.086 0.375 0.257
O 3.425 -3.504 -5.86 -0.334 -0.288 0.108
O 2.559 2.805 -0.372 -0.247 -0.189 -0.169
O 3.962 1.067 -4.163 -0.456 -0.163 0.023
O -5.963 5.122 -5.394 0.271 -0.297 0.762
O -1.306 -5.063 -4.395 0.202 0.161 -0.145
O -2.847 5.418 22.361 -0.038 0.18 0.179
O 0.037 2.76 22.145 -0.091 0.028 0.506
O -0.083 -3.012 25.185 0.023 -0.116 0.166
O -6.318 7.244 23.14 0.115 -0.27 0.278
O -5.514 -4.925 -3.282 0.176 -0.154 -0.469
O 2.104 3.098 -6.673 -0.19 -0.211 0.115
O 4.144 1.413 -6.751 0.484 -0.105 -0.238
O -1.564 -1.662 23.54 -0.065 0.34 -0.336
O -3.579 -0.827 -3.858 -0.074 0.212 0.304
O 7.367 3.622 -1.11 -0.174 -0.175 -0.163
O 0.889 4.63 -1.32 0.187 -0.015 -0.378
O 4.557 3.88 24.922 -0.329 0.26 0.001
O -6.584 -7.088 -2.266 -0.009 -0.661 0.062
O 7.712 0.636 -4.335 0.249 -0.359 0.441
O 5.811 -0.259 -5.756 -0.096 -0.248 0.087
O 1.22 7.468 -5.486 0.139 0.296 0.241
O -2.703 -0.058 25.213 -0.016 0.054 0.351
O 1.841 -7.847 -1.38 -0.155 -0.025 -0.157
O 4.046 -3.48 -1.258 -0.513 -0.058 -0.172
O -1.517 -0.796 -5.564 0.18 -0.591 -0.167
O 3.57 3.475 -2.938 -0.371 0.051 0.163
O 1.402 -0.695 25.944 -0.052 -0.177 -0.707
O -5.377 -4.728 25.085 0.067 -0.283 -0.224
O -8.021 -5.218 25.02 -0.287 0.276 0.35
O -0.345 1.181 25.496 0.258 0.252 -0.262
O 3.715 7.334 -5.8 0.252 -0.442 -0.147
O -3.09 2.474 -3.465 -0.566 -0.265 -0.06
O -4.347 -6.215 -1.224 0.171 0.413 -0.431
O 6.523 -0.616 25.984 -0.121 0.181 -0.298
O -1.036 1.703 -4.953 0.302 0.366 0.053
O -7.691 -3.436 -3.723 0.009 0.633 -0.22
O -7.048 -4.94 22.652 0.285 -0.363 0.236
O 6.284 -3.704 -2.564 0.271 -0.302 -0.034
O -4.752 3.696 23.268 -0.054 0.018 0.333
O 0.21 6.302 -3.296 0.179 -0.044 -0.218
O 5.84 -1.482 -1.345 -0.332 0.436 -0.151
O -5.493 -2.819 22.149 -0.079 -0.059 0.478
O -0.548 -6.688 -6.62 0.398 0.222 -0.031
O -2.758 -6.971 -5.601 0.045 -0.12 -0.548
O 7.457 5.969 -3.182 -0.248 -0.089 0.087
O 2.28 5.704 -7.203 0.082 -0.043 -0.718
O 4.011 -1.496 25.931 0.005 0.153 -0.487
O 2.326 4.811 -4.755 -0.154 0.297 0.379
O 6.862 -4.135 23.006 0.042 0.072 -0.301
O 5.841 7.704 -4.314 0.43 0.46 0.302
O 4.661 -6.651 -5.631 -0.129 0.579 0.315
O 2.491 5.295 25.199 -0.557 0.152 0.167
O -1.057 4.556 26.239 0.604 -0.268 -0.069
O -3.837 -1.585 -6.419 0.429 0.184 -0.589
O -4.716 7.484 -5.573 0.321 -0.228 -0.152
O -3.631 3.839 -1.26 0.071 0.192 -0.155
O -2.9 3.51 -5.826 0.113 0.197 0.345
O -1.349 4.206 -2.604 0.23 -0.188 -0.363
O 2.59 -5.395 22.141 0.084 -0.038 0.561
O -3.566 -2.649 24.985 0.289 -0.113 0.286
O 2.943 6.164 -2.641 -0.208 -0.144 0.125
O -3.051 -3.304 -3.422 -0.187 -0.177 -0.039
O 4.264 7.654 -1.059 0.21 0.243 -0.194
O 0.236 -5.771 -0.562 -0.073 -0.047 -0.214
O 6.955 5.774 -5.771 -0.338 -0.553 -0.27
O -7.863 2.94 -3.482 0.487 0.268 -0.38

Results
total energy: -101653.384 eV
total energy less fixed offsets of O -438.25, Si -107.07 eV per atom: -0.184 eV
